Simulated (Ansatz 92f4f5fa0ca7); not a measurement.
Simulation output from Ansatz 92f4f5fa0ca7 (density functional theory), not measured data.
Periodic cell of 214 atoms, Si131O81As2, from a study of silicon, its oxide and their interface. The atomic structure is a simulated model.
Doubt: the cutoff is far below the 930 eV that the study's wrapper takes by default for these files, so forces and energies are approximate.
This geometry differs little from another in the collection (a relaxation step or a small displacement).

Settings: functional PBE; potential files Ansatz PAW; basis plane waves; wave-function cutoff 580 eV; density cutoff ratio 5; exchange-correlation grid ratio 1; k mesh 1 x 1 x 1, Gamma-centred; self-consistency stop 5e-08 eV per atom in the density residual; occupations fixed; spin none; net charge 0.

Cell vectors (angstrom)
a 10.938 0 0
b 0 10.938 0
c 0 0 31.5432

Atoms and the computed forces on them: element, x, y, z (angstrom), force x, y, z (eV/angstrom)
Si 10.432 0.5793 24.3412 -0.0156 -0.0038 -0.0134
Si 6.0375 10.5085 24.1466 -0.0144 -0.0156 -0.004
Si 2.1283 3.2493 24.0876 -0.003 0.0184 -0.0253
Si 8.6964 2.2614 24.3058 0.017 0.0069 -0.0087
Si 0.4997 5.0577 24.1681 -0.0083 -0.0108 -0.0047
Si 5.0517 5.8995 24.1993 -0.0163 -0.0024 -0.0138
Si 3.3916 7.653 24.1589 0.0105 0.0068 -0.0044
Si 7.8241 8.8321 23.9896 -0.0079 0.0178 -0.0151
Si 1.3405 1.4825 25.4576 -0.0151 -0.0053 0.0036
Si 6.9118 1.3067 25.493 0.0059 -0.0026 -0.0013
Si 4.0227 4.1069 25.3283 0.0113 -0.0023 0.0045
Si 9.6627 4.1001 25.4166 -0.0054 -0.0027 0.0005
Si 1.4928 6.8209 25.365 0.0061 -0.0014 -0.0037
Si 6.8931 6.9539 25.2442 0.0002 -0.0076 0.0035
Si 4.2239 9.5361 25.3389 0.0031 -0.0012 -0.0062
Si 9.5216 9.6444 25.4322 0.0125 0.0067 -0.0007
Si 2.7761 0.0053 26.6433 0.0146 -0.0109 0.0546
Si 8.2157 -0.0204 26.9355 -0.0002 0.0146 -0.1624
Si 0.008 2.772 26.9133 -0.0038 0.0125 -0.1583
Si 5.447 2.7378 26.6659 -0.0009 -0.0012 0.0512
Si 2.7525 5.4477 26.8343 -0.0067 0.0082 -0.1019
Si 8.2229 5.5254 26.628 0.0047 -0.0092 0.0527
Si 0.0363 8.2138 26.646 -0.0088 -0.0205 0.0531
Si 5.5424 8.2025 26.7918 -0.0139 0.0053 -0.0827
Si 4.1132 1.3622 28.0785 -0.0017 0 -0.0234
Si 9.5799 1.3792 28.207 0.0189 -0.007 0.2091
Si 1.3806 4.1285 28.2073 0.0276 0.024 0.1919
Si 6.8392 4.1312 28.0333 -0.006 0.021 -0.0563
Si 4.1381 6.8359 28.132 0.049 -0.0083 0.0879
Si 9.5995 6.8473 28.0581 0 0.0058 -0.0334
Si 1.3928 9.5805 28.0505 0.008 0.0141 -0.052
Si 6.8382 9.5522 28.2085 -0.0364 -0.0566 0.1896
Si 0.0299 -0.0183 29.4935 -0.012 0.0119 0.002
Si 5.4571 0.0088 29.5069 -0.0086 0.0026 -0.0533
Si 2.753 2.7182 29.4985 0.0042 -0.0061 -0.0221
Si 8.1786 2.7654 29.4863 -0.0002 -0.0038 -0.0092
Si -0.0152 5.4931 29.5075 -0.0025 0.0043 -0.0486
Si 5.4886 5.4588 29.4827 -0.0039 0.0004 0.0093
Si 2.74 8.2082 29.4678 -0.0135 0.0114 0.0091
Si 8.2338 8.1757 29.5 0.0057 0.0043 -0.0202
Si 1.3673 1.3673 30.8594 0.1377 -0.0938 0.0889
Si 6.8362 1.3673 30.8594 -0.0944 0.1446 -0.0639
Si 4.1018 4.1018 30.8594 0.144 -0.0812 -0.0033
Si 9.5708 4.1018 30.8594 -0.1602 0.1033 -0.0466
Si 1.3673 6.8362 30.8594 0.0356 0.2083 -0.0929
Si 6.8362 6.8362 30.8594 0.1278 -0.1449 0.0432
Si 4.1018 9.5708 30.8594 -0.1666 -0.0088 -0.0488
Si 9.5708 9.5708 30.8594 0.1372 -0.1048 0.0368
Si 2.7345 0 0.6835 0.086 -0.1137 0.0663
Si 8.2035 0 0.6835 -0.1746 0.0868 -0.0474
Si 0 2.7345 0.6835 -0.1822 0.1123 -0.0313
Si 5.469 2.7345 0.6835 0.1121 -0.1172 0.054
Si 2.7345 5.469 0.6835 -0.1306 0.1283 -0.0434
Si 8.2035 5.469 0.6835 0.064 -0.2252 0.0803
Si 0 8.2035 0.6835 0.1754 -0.1166 0.0419
Si 5.469 8.2035 0.6835 -0.1501 0.0757 -0.0855
Si 4.1167 1.3519 2.0518 -0.0043 -0.0036 0.0105
Si 9.5399 1.3844 2.0425 0.0019 -0.0048 0.0419
Si 1.3391 4.1262 2.0505 -0.0178 -0.0069 -0.0165
Si 6.8534 4.0706 2.0592 -0.0025 -0.0143 0.0465
Si 4.0968 6.838 2.0468 0.0191 -0.0176 0.0447
Si 9.5919 6.8059 2.0429 -0.0122 -0.0007 0.0034
Si 1.3805 9.5533 2.0489 0.0102 -0.0053 0.0626
Si 6.8054 9.5834 2.052 -0.0218 0.0408 -0.027
Si -0.034 -0.0115 3.3424 -0.065 0.0077 -0.1257
Si 5.4523 -0.0058 3.4963 0.0025 -0.0007 0.0565
Si 2.7124 2.7305 3.3461 0.0466 0.0382 -0.2093
Si 8.1736 2.6905 3.5077 0.0271 -0.0448 0.0247
Si -0.0332 5.4426 3.4995 0.0008 0.0082 0.0762
Si 5.4577 5.4349 3.3758 -0.0368 0.0731 -0.2033
Si 2.7431 8.189 3.4702 0.0114 -0.0002 0.0221
Si 8.1786 8.169 3.3268 0.0132 -0.0694 -0.134
Si 1.3242 1.3789 4.6399 -0.132 -0.0637 0.1484
Si 6.8209 1.3048 4.9516 0.0143 0.032 -0.0606
Si 4.0638 4.0784 4.6919 0.04 0.0183 0.1331
Si 9.5378 4.0398 4.9148 -0.0241 0.0112 -0.053
Si 1.3639 6.8312 4.8619 -0.0055 -0.0029 -0.0469
Si 6.8474 6.7977 4.6787 -0.0389 -0.0484 0.1354
Si 4.093 9.557 4.9014 -0.0256 -0.016 -0.0566
Si 9.5058 9.5471 4.6428 0.034 0.1565 0.1078
Si 2.5698 0.0308 6.0865 0.0418 0.0201 0.0633
Si 8.2264 -0.1707 6.2397 0.0376 -0.0171 -0.0279
Si 0.0215 2.6242 6.1941 0.0203 -0.0405 -0.02
Si 5.3482 2.731 6.1771 -0.0645 -0.0397 0.0306
Si 2.7488 5.4107 6.1626 -0.0327 0.0054 -0.0258
Si 8.1013 5.4331 6.1908 0.0577 0.0587 0.0021
Si -0.0798 8.2787 6.0518 0.0228 -0.0368 0.0411
Si 5.564 8.1399 6.145 0.0291 0.028 -0.0111
Si 3.4446 1.8498 7.3287 0.0578 0.0037 -0.0038
Si 10.0813 0.7428 7.3966 -0.0328 0.0182 0.0038
Si 1.7903 3.6272 7.3889 0.0245 -0.0091 0.0194
Si 6.2084 4.5612 7.3998 -0.0242 -0.0259 0.0317
Si 4.6084 6.3405 7.2806 0.0104 -0.0103 0.0268
Si 9.1863 7.1987 7.3205 -0.0314 -0.0721 0.0236
As 0.8975 9.946 7.5186 0.0222 -0.0348 -0.0629
Si 7.4157 8.8678 7.4764 0.0252 -0.0018 -0.0121
O 4.4809 6.753 8.8769 -0.0098 0.0188 0.0003
O 1.3945 3.9856 8.9626 -0.0054 0.0117 -0.0048
O 9.8188 6.659 8.7615 0.0158 0.0335 -0.0041
O 6.1886 4.3119 9.0523 0.0169 0.0011 -0.013
O 3.5868 1.4482 8.935 -0.0071 -0.0229 0.03
O 7.1822 8.9466 9.1312 -0.004 0.0153 0.019
O 9.7355 0.9995 9.0064 0.0037 -0.0007 0.0105
O 8.234 2.5443 22.7475 -0.0058 -0.0001 0.0083
O 10.991 5.5616 22.6524 0.0002 0.0041 0.0046
O 5.6135 0.1005 22.6406 -0.0001 0.0072 0.0049
O 5.296 5.4047 22.6365 0.005 -0.001 0.0042
O 2.1536 2.8041 22.4831 0.0019 -0.0014 0.0168
O 3.3299 7.8608 22.5075 -0.0026 0.0004 -0.001
O 8.3731 8.7504 22.4094 0.0007 -0.0035 0.008
O -0.1694 11.2359 22.7547 0.0044 0.0014 0.0057
Si 2.1594 2.9839 12.9075 -0.0032 0.0002 0.0004
Si 8.7836 1.2878 10.2971 -0.0198 0.0071 -0.0076
Si 1.0552 4.5289 15.3612 0.0022 0.0009 0.0069
Si 7.6179 5.6615 12.2041 -0.0041 0.001 -0.0107
Si 2.4129 8.1888 21.2083 0.0022 -0.0049 -0.0033
Si 5.4322 7.8486 12.4544 0.0156 -0.0041 0.007
Si 9.266 0.5015 15.492 -0.0023 -0.0019 0.0089
Si 2.9116 -0.0264 16.6619 0.0032 0.0016 0.0043
Si 10.5228 1.1224 12.6277 -0.0033 0.019 0.0203
Si 7.7577 2.8353 21.2337 0.0011 -0.0027 -0.0096
Si 9.0894 8.7778 14.5437 -0.0097 0.0019 0.0113
Si 1.4799 4.7807 10.3821 -0.0011 -0.0041 -0.0099
Si 4.4798 9.49 19.1335 0.0004 0.0034 -0.0016
Si 11.0711 6.1062 21.1212 0.0052 0.0018 -0.0058
Si 6.6066 10.4805 14.8706 0.0055 -0.0025 0.0101
Si 5.3829 0.7368 21.1694 0.0022 -0.0043 -0.0104
As 2.2176 10.0794 10.6192 0.0183 0.009 -0.0071
Si 0.4274 10.6412 21.3858 0.0023 0 -0.0084
Si 5.8479 5.2641 21.1253 0.001 0.0057 -0.006
Si 3.5599 7.1947 10.1302 -0.002 -0.0283 0.0113
Si 9.0379 5.7343 14.9126 -0.001 -0.0006 0.0037
Si 3.6443 4.1031 19.0953 0.0002 0.0009 -0.0029
Si 10.0317 3.669 19.331 -0.0014 0.0021 -0.0016
Si 4.2658 8.6985 15.3623 0.0045 0.0054 0.0084
Si 0.4589 1.9416 17.1662 0.0002 -0.0027 0.0051
Si 6.7915 7.5385 19.2443 -0.0027 0.0012 -0.0041
Si 5.271 3.6307 16.772 0.0006 -0.0008 0.003
Si 7.7809 5.0044 17.5432 0.0001 0.001 0.0047
Si 6.7327 9.9352 10.3493 -0.0039 -0.0003 -0.022
Si 4.5074 1.0537 10.215 0.005 0.0164 -0.048
Si 0.0692 9.0016 12.1061 -0.0166 -0.0062 0.0046
Si 9.0982 8.6381 20.9372 0.0025 0.0006 -0.008
Si 4.5619 1.6964 14.5996 -0.0006 0.0038 0.008
Si 2.4416 2.0945 21.0441 -0.0005 -0.0041 -0.0084
Si 6.4851 3.3841 10.3572 0.0079 0.0013 -0.0233
Si 3.4575 5.9341 16.728 0.0022 0.0018 0.0038
Si 9.9615 6.59 10.3775 -0.0099 -0.0033 -0.0344
O 0.1237 2.6324 18.6027 0.0011 0.0012 0.0011
O 2.9215 9.6464 15.5878 -0.0002 0.0006 -0.0005
O 10.8621 4.8085 20.1582 -0.0008 -0.0002 0.0012
O 7.7175 2.4352 9.8805 0.0044 0.0133 0.0155
O 10.9179 5.3174 10.804 0.0006 0.0052 0.0027
O 6.5861 6.7585 12.8344 -0.0012 0.0037 -0.0054
O 10.5469 8.0495 10.8577 0.0176 0.0196 0.0182
O 7.6463 9.4613 14.0447 0.0021 0.0009 -0.0054
O 8.4791 6.3493 11.0045 0.0022 -0.0049 0.008
O 5.3561 10.485 20.0726 -0.0012 0.0014 0.0044
O 2.179 3.7344 11.4439 0.0022 -0.0019 0.0049
O 7.9761 8.5505 19.7503 0.0008 0.0005 0.0023
O 6.2078 6.7404 20.5482 0.0004 -0.0009 0.0048
O 5.527 2.7206 15.447 0.001 0.0015 -0.0006
O 1.3004 0.9361 20.7021 0.0006 0.0008 0.0042
O 6.1094 9.0964 11.6106 -0.003 -0.0014 -0.0008
O 4.6646 5.0107 16.1416 -0.0017 0.004 0.0002
O 6.6006 3.891 17.6854 0.0007 0.0008 -0.0025
O 10.5917 10.574 11.957 0.0031 -0.0012 -0.0085
O 5.5848 0.5294 14.0029 -0.0008 0.0011 -0.005
O 8.005 5.0467 15.9418 0.0022 0.0004 -0.004
O 9.7437 9.8657 15.5802 0.0036 -0.0007 -0.0051
O -0.3959 5.2246 15.2198 0.0021 0.0026 -0.0015
O 1.5669 6.8427 20.8048 -0.002 0.0011 0.0019
O 1.4975 0.6542 17.1791 -0.0014 0.0034 -0.0002
O 6.592 1.7729 20.8056 0.0007 0.0033 0.0044
O 1.0771 1.7456 12.8512 -0.0025 -0.0008 -0.0054
O 3.2348 5.5137 18.3192 0.0021 0.0015 0.001
O 9.6693 1.9461 11.5103 0.0029 0.0018 0.0002
O 1.0269 3.1349 16.2093 -0.0001 0.0045 -0.0033
O 8.6439 5.2654 13.4065 0.0005 0.0021 0.0043
O 10.2027 8.4409 13.3961 0.0062 -0.0001 -0.0019
O 1.4452 9.408 21.6828 -0.0025 0.0044 -0.0005
O 10.077 9.9405 20.6092 -0.0027 -0.0015 0.004
O 3.5603 0.2293 11.2873 -0.0182 -0.026 0.0028
O 5.2203 2.4197 10.7889 0.0042 -0.0005 0.0008
O 1.6448 4.1576 13.9 -0.0041 0.0023 0.0029
O 8.0086 10.8642 10.8079 -0.0061 -0.0032 0.0008
O 9.1412 4.4841 18.2436 0.0027 0.0007 0.0012
O 5.6242 9.5479 15.8078 -0.0003 -0.0012 -0.0075
O 5.6452 0.0143 9.6877 0.0082 0.0045 0.0191
O 3.6174 2.3982 13.4392 -0.0005 0.0015 -0.0031
O 2.0243 5.657 16.014 -0.0004 -0.0026 -0.0084
O 9.7058 1.111 14.0355 0.0033 0.0006 -0.0063
O 4.3781 7.0503 11.5169 0.0004 0.0052 -0.0066
O 4.7384 4.5089 20.2209 0.001 0.0017 0.0043
O 9.9551 1.3841 16.6458 0.0002 0.0014 -0.0021
O 6.8455 4.3358 11.6362 -0.0025 0.0058 -0.0001
O 5.5794 8.4098 18.5763 -0.0003 0.0002 0.003
O 9.0699 2.7404 20.2711 -0.0003 0.0014 0.0023
O 3.5974 1.1502 15.7858 0.0014 0.0043 0.0023
O 4.2058 3.0913 17.9141 0.0009 0.0022 0.0007
O 9.9127 7.2248 20.8943 0.0004 0.0004 0.003
O 3.1786 8.7669 9.8568 -0.0136 0.0295 0.0009
O 3.9527 7.4438 16.3646 0.001 -0.0008 -0.0046
O 7.6351 0.5192 15.7041 0.0024 0.0024 -0.0034
O 8.8507 7.3312 15.2184 0.0017 0.0014 -0.0014
O 3.9268 1.4472 21.1343 0.003 0.0034 0.0046
O 1.7214 9.0734 12.1127 0.0079 -0.0031 -0.0285
O 2.3107 6.1674 10.2109 0.0063 0.0161 0.0079
O 7.3423 6.4588 18.1464 0.0001 0.0016 0.0019
O 7.2089 4.3675 21.118 -0.0018 -0.0015 0.003
O 4.5962 8.2925 13.8014 0.0012 0.0022 -0.003
O 3.3291 8.6664 19.9554 0.0011 0.0007 0.0012
O 2.4813 3.2576 19.8797 0.0003 0.0024 0.0022
O 3.7336 10.3794 17.9787 -0.0008 -0.0005 -0.0014

Results
free energy: -139055.291 eV
free energy less fixed offsets of As -4856.12, O -568.88, Si -635.61 eV per atom: 1.139 eV

The program warned: the cutoff lies below the one the program advises for these potential files; the exchange-correlation potential is rough where the density is thin.
